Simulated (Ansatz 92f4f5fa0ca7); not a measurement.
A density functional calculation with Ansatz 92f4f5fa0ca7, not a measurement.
Periodic cell of 228 atoms, Si140O88, from a study of silicon, its oxide and their interface. The atomic structure is a simulated model.

Settings: functional r2SCAN; potential files Ansatz norm-conserving; basis plane waves; wave-function cutoff 1300 eV; density cutoff ratio 4; exchange-correlation grid ratio 1; k mesh 2 x 2 x 1, shifted by 0.5 0.5 0.5 of a step; self-consistency stop 5e-08 eV per atom in the density residual; occupations Fermi-Dirac, 0.05 eV; spin none; net charge 0.

Cell vectors (angstrom)
a  10.888  0  0
b  0  10.888  0
c  0  0  32.9553

Atoms and the computed forces on them: element, x, y, z (angstrom), force x, y, z (eV/angstrom)
Si  0.0165  0.1254  -0.1585  0.0202  0.0623  0.1099
Si  3.0183  2.4057  0.1716  0.0245  -0.0073  0.088
Si  -1.2187  4.0374  1.4568  0.0222  0.0254  0.0446
Si  2.7369  7.8362  0.2345  -0.0058  -0.017  0.0584
Si  5.1264  0.1415  0.0171  -0.0044  0.0439  0.0701
Si  8.9643  2.6642  -0.2716  0.0401  -0.0684  0.0875
Si  5.057  5.6298  -0.0546  0.0273  0.0466  0.1
Si  8.6888  7.3718  0.0676  -0.0375  -0.045  0.0969
Si  1.4193  1.2343  1.394  -0.0027  0.0063  -0.0052
Si  4.1459  4.0143  1.4175  -0.0331  0.013  -0.0051
Si  1.3079  6.7426  1.6437  -0.006  -0.0658  -0.0054
Si  4.0152  9.4597  1.3465  0.0165  0.028  0.0007
Si  6.7398  1.2925  1.264  -0.0199  -0.0044  0.0561
Si  10.6226  5.7941  0.2338  -0.0317  0.0235  0.0361
Si  6.83  6.6039  1.2973  0.0105  0.0182  -0.0037
Si  9.5994  9.3906  1.0801  -0.0236  -0.0259  0.013
Si  0.1191  2.6547  2.7624  -0.0062  -0.0179  0.0082
Si  2.732  -0.0907  2.7882  0.0023  -0.0065  0.0016
Si  -0.0472  8.2268  2.7766  -0.0147  -0.0112  -0.0217
Si  2.7469  5.3246  2.8119  0.0058  0.0035  -0.0014
Si  5.5239  2.6864  2.7559  -0.0041  0.0023  0.0036
Si  8.2213  -0.0939  2.5159  0.0325  0.0221  0.0043
Si  5.5007  8.1036  2.6228  0.0001  -0.0265  -0.0015
Si  8.119  5.279  2.7518  0.0061  0.0065  -0.0037
Si  1.4008  4.0061  4.1774  -0.0111  0.0015  0.0079
Si  4.1052  1.3294  4.081  -0.011  0.0017  0.0184
Si  1.3435  9.5118  4.1605  0.009  0.0205  -0.0092
Si  4.1299  6.7794  4.051  -0.0017  -0.0064  -0.0212
Si  6.8093  4.0084  4.1815  0.0177  -0.0287  0.0007
Si  9.5456  1.2786  3.9948  -0.0179  0.0225  -0.012
Si  6.8475  9.4939  3.9854  -0.027  0.0287  -0.0165
Si  9.4709  6.7706  4.0471  -0.0047  -0.0082  0.0105
Si  -0.0095  0.0077  5.4718  -0.018  0.0165  -0.0092
Si  2.7613  2.6698  5.5066  0.0095  0.0135  0.0076
Si  -0.0128  5.433  5.4197  -0.002  -0.0029  0.0244
Si  2.7542  8.1339  5.4294  0.0087  -0.0518  -0.002
Si  5.4927  -0.0335  5.3953  0.0185  -0.0166  0.0038
Si  8.2056  2.631  5.4283  0.0134  -0.0021  0.0135
Si  5.4524  5.4414  5.4682  -0.0174  0.0094  0.0067
Si  8.1499  8.1435  5.4317  0.0238  -0.0062  -0.0122
Si  1.3503  1.3591  6.8542  0.0008  -0.0212  0.0049
Si  4.0898  4.09  6.8291  0.0053  -0.0035  -0.0037
Si  1.3659  6.7971  6.7759  -0.0091  0.0113  -0.003
Si  4.1063  9.5279  6.7744  -0.0247  0.0121  0.0047
Si  6.8291  1.3187  6.8023  0.0096  0.0102  -0.0139
Si  9.51  4.0626  6.7751  -0.0237  -0.0154  0
Si  6.7928  6.8143  6.8326  -0.0311  -0.0098  0.0018
Si  9.512  9.5189  6.7975  0.0179  0.0096  -0.0006
Si  -0.0501  2.7348  8.1755  0.0142  0.0512  0.0104
Si  2.7571  0.0019  8.1687  0.0006  0.0022  0.0098
Si  0.0337  8.1957  8.1339  -0.0188  -0.0168  -0.0029
Si  2.6973  5.454  8.1651  0.0035  0.0006  0.0059
Si  5.4783  2.7272  8.1403  -0.0014  -0.0051  0.0074
Si  8.166  -0.0227  8.1949  -0.0048  -0.0208  0.0011
Si  5.4338  8.197  8.1842  0.0217  -0.0088  0.0072
Si  8.1583  5.4256  8.1648  0.0337  0.0064  0.0012
Si  1.2777  4.1384  9.5008  -0.0307  0.002  0.0068
Si  4.1038  1.4151  9.5115  -0.0042  0.0085  -0.0143
Si  1.3807  9.5565  9.5338  0.0192  -0.0058  0.0005
Si  4.0409  6.8509  9.5184  -0.022  0.0241  -0.0073
Si  6.7916  4.0714  9.5517  -0.0127  0.0084  -0.0115
Si  9.5019  1.3593  9.5653  -0.0184  -0.009  0.0036
Si  6.7783  9.5621  9.5777  -0.009  -0.0128  -0.0018
Si  9.5327  6.8494  9.4573  0.0153  0.0027  0.0078
Si  0.0502  0.0471  10.9161  0.0002  0.0148  -0.0097
Si  2.6605  2.7778  10.7845  0.0168  -0.0221  -0.0236
Si  -0.0352  5.5512  10.8786  0.0336  -0.0172  0.0206
Si  2.7224  8.2209  10.9346  -0.0222  -0.0239  0.0156
Si  5.4337  0.0881  10.9396  0.0001  -0.0055  -0.0002
Si  8.1159  2.6947  10.951  0.0179  0.0261  0.0013
Si  5.4032  5.4871  10.8464  0.0239  -0.0167  -0.0206
Si  8.2033  8.1834  10.8576  -0.0052  -0.0034  -0.0082
Si  1.4331  1.4353  12.2733  0.0018  0.0182  0.0295
Si  3.84  4.2736  12.1255  0.0039  0.0063  0.0187
Si  1.2988  6.9237  12.3015  -0.0298  -0.0164  0.0187
Si  4.0786  9.6267  12.2837  0.0056  0.0172  -0.0186
Si  6.8252  1.3081  12.4253  0.0134  0.0076  0.0135
Si  9.5005  4.1355  12.1679  -0.0406  0.0002  -0.0086
Si  6.8275  6.8072  12.1659  -0.0249  -0.0166  -0.0037
Si  9.5806  9.534  12.2292  -0.0096  0.0102  0.0253
Si  0.0873  2.9324  13.5024  0.0148  0.0216  0.02
Si  2.723  0.0511  13.7452  -0.02  0.0337  0.0636
Si  -0.037  8.2492  13.7062  0.0253  -0.0026  -0.0266
Si  2.6464  5.5875  13.6513  0.039  -0.0231  0.0146
Si  5.5596  2.4435  14.1156  0.0339  -0.0409  0.022
Si  8.3132  -0.0127  13.6372  -0.0183  -0.0201  -0.0176
Si  5.592  8.2909  13.4717  0.0473  -0.0009  0.0516
Si  9.4741  6.694  14.8174  -0.0325  -0.0116  -0.0352
Si  1.3396  4.1999  15.1096  -0.0224  0.0101  0.0308
Si  3.8997  1.3137  15.4278  -0.0987  -0.0199  0.0132
Si  1.2809  9.6417  15.1506  -0.037  -0.0443  0.0115
Si  4.1992  6.9764  14.747  -0.0185  0.0181  -0.0318
Si  6.8063  4.1032  15.191  0.0085  0.0161  -0.0524
Si  11.1971  0.678  16.2677  0.0895  -0.0342  -0.0455
Si  7.0321  9.4451  14.9941  0.0156  0.0096  -0.0146
Si  8.0578  5.358  13.55  0.0316  -0.0043  0.011
Si  -1.2446  1.554  14.7756  0.0283  0.0063  -0.0369
Si  2.0856  2.4063  16.4866  0.0399  -0.0203  0.0228
Si  -0.3295  5.3464  16.3718  0.0068  0.0478  -0.1152
Si  2.9351  8.3013  16.1979  -0.0458  -0.0636  -0.0658
Si  4.8201  -0.2252  16.8884  -0.0697  0.056  -0.0915
Si  8.5405  2.9986  16.268  -0.0409  0.0085  -0.0956
Si  5.5857  5.8397  16.2605  0.0493  -0.0265  -0.0086
Si  8.0433  7.7647  16.265  0.0101  0.0149  -0.0646
Si  -6.6552  17.8765  23.9366  0.0182  -0.0015  -0.0436
Si  -13.583  22.8143  25.9358  0.0041  -0.0052  0.0519
Si  -11.4394  14.2614  25.2268  0.022  0.008  -0.0077
Si  -12.4356  18.4504  21.3988  0.0063  0.0106  -0.1221
Si  9.8601  3.4702  29.9573  0.0144  -0.0233  0.1496
Si  -2.715  18.765  30.0897  -0.0117  -0.0031  0.1507
Si  -11.7117  18.3883  18.5303  0.0024  -0.0216  -0.1379
Si  17.3874  -22.3898  19.2027  0.0404  -0.0114  -0.0532
Si  -4.3965  -0.5381  30.2001  -0.0031  0.0054  0.1376
Si  22.1913  -1.4159  20.3889  -0.0075  0.025  -0.1306
Si  -16.287  -19.4609  25.2269  -0.0005  0.0109  0.0038
Si  1.0595  -7.9072  22.8114  -0.0077  -0.05  -0.0983
Si  -12.8247  -23.7296  26.2679  -0.0154  -0.0148  0.0682
Si  -0.7196  16.2071  27.5864  0.0002  0.0057  0.0884
Si  -11.0808  -2.8985  28.6304  0.038  0.0204  0.1287
Si  2.1847  3.282  18.736  -0.0198  -0.0014  -0.0591
Si  -16.6101  -0.2929  21.6303  0.0335  -0.0349  -0.099
Si  -5.0797  -6.7034  27.7293  -0.0052  0.0327  0.1241
Si  -17.6489  -34.8407  29.2491  0.023  -0.0149  0.1622
Si  -5.9548  -13.7431  20.0804  -0.0115  0.0068  -0.1002
Si  -14.1039  12.802  28.8116  0.0029  0.011  0.1246
Si  -7.6044  17.0443  18.2298  -0.0201  -0.0309  -0.1054
Si  1.6629  -1.588  30.7256  -0.0597  0.0504  0.1587
Si  -14.2879  -15.0941  27.3475  0.006  -0.0069  0.0751
Si  -15.2335  28.6621  22.3272  0.0093  0.0226  -0.0961
Si  -10.328  7.966  24.8558  -0.026  -0.0117  -0.0202
Si  -18.0183  -8.3692  21.267  -0.0429  -0.0001  -0.1367
Si  30.6896  -9.9306  18.3749  -0.005  0.0035  -0.0426
Si  5.3716  -17.3425  22.9425  0.0019  -0.0025  -0.0671
Si  -7.641  -2.4141  26.2013  0.0278  -0.0012  0.0757
Si  -20.2319  15.1937  31.0269  -0.0181  0.0321  0.1458
Si  -0.0971  5.5328  23.4029  -0.0111  -0.0279  -0.0822
Si  4.0826  -0.1284  24.2302  0.015  -0.0056  -0.0708
Si  15.1029  -16.1925  30.0395  -0.0138  -0.0094  0.1642
Si  13.0581  -12.6922  22.7365  0.0066  0.0536  -0.0968
Si  32.6358  23.4707  20.3315  0  0.034  -0.1086
O  3.743  -3.6718  -13.5904  0.0402  0.0278  0.0513
O  -10.306  -7.5172  -2.8471  -0.017  -0.0121  -0.0711
O  -16.9228  -7.2471  -11.3145  0.0193  0.0348  0.0322
O  -14.3294  -30.4928  0.0345  0.0241  0.006  -0.06
O  -5.1432  -7.4982  -8.8758  0.0057  -0.0302  0.0329
O  6.3535  -5.3214  -5.9187  0.0007  0.0042  -0.0273
O  -0.1357  -15.5015  -15.239  -0.0006  0.0037  0.083
O  21.6413  4.1435  -6.3341  -0.0026  -0.0179  -0.0274
O  6.7989  -9.5202  -7.7477  -0.0079  0.0175  -0.0052
O  1.7534  -12.7362  -11.7727  0.0196  -0.03  0.0534
O  11.4325  5.2887  -1.112  0.0719  -0.0613  -0.1164
O  6.8057  1.0047  -3.1225  0.0038  0.0262  -0.0641
O  -37.6893  21.2257  -1.2639  0.0168  -0.0325  -0.0964
O  7.8313  1.0364  -5.4611  0.0085  -0.0322  -0.0736
O  -16.2941  -12.1867  -3.7672  -0.0211  -0.0177  -0.0516
O  0.2707  8.633  18.9895  0.005  0.0363  0.0597
O  -6.551  11.9256  21.3392  0.007  0.0122  0.0422
O  -22.923  29.3905  29.8761  0.0026  -0.0115  -0.0475
O  6.1687  10.3387  16.0559  0.0608  -0.0228  -0.0092
O  -6.4699  -12.4993  21.0098  -0.0236  0.034  0.0563
O  -15.2396  -0.1855  20.7714  -0.0262  0.0137  0.0682
O  -8.2453  5.2108  30.2635  0.0314  -0.0061  -0.0544
O  10.9033  2.1474  21.8822  0.0212  0.0082  0.0591
O  5.3532  -0.4231  23.2366  -0.0187  -0.0121  0.0483
O  -6.6861  -5.4528  23.4847  -0.0072  -0.0025  0.0208
O  3.9331  -33.8001  25.4773  0.0001  -0.0165  0.0107
O  3.3435  2.7437  19.7245  0.0348  -0.0116  0.0688
O  0.8056  30.675  23.5728  -0.0128  -0.0128  0.0139
O  -8.4412  -14.7005  17.1795  -0.0116  0.0276  0.0466
O  7.3685  7.0712  28.9317  -0.0035  -0.0144  -0.0907
O  -6.2776  -5.3975  17.536  -0.0191  0.0288  0.0699
O  -18.631  18.7326  23.1  0.0162  -0.019  0.0171
O  -1.6028  23.9593  25.5531  0.0028  0.0056  -0.0062
O  -6.3737  -7.6489  13.1738  -0.1116  0.0614  -0.0524
O  34.4807  -13.6045  31.8764  -0.024  -0.0105  -0.0573
O  15.5779  15.5691  28.7821  0.0321  -0.037  -0.1046
O  18.4478  -2.791  26.5206  -0.0034  0.0133  -0.029
O  -9.8878  -12.986  29.3418  -0.0091  -0.0185  -0.0945
O  2.5479  -19.1826  22.3443  -0.0096  0.0159  0.0417
O  -12.7113  25.4058  31.3712  -0.0228  0.0467  -0.1413
O  -17.8628  -3.7304  25.5146  -0.0051  0.0113  0.0237
O  -40.7524  -22.1645  23.2492  0.003  -0.0125  0.0303
O  -33.7795  4.5456  24.2266  0.0124  -0.0054  0.0118
O  -12.4343  12.5304  19.7785  0.0006  -0.0011  0.0307
O  24.1119  35.912  31.9321  -0.0334  0.035  -0.092
O  20.8954  9.0375  21.2788  -0.0087  -0.0147  0.0588
O  -34.1984  6.9518  19.889  -0.023  0.0064  0.0966
O  -2.0271  5.9552  26.9071  -0.0114  0.003  -0.0244
O  -5.6427  14.0317  26.6101  -0.0137  -0.0359  -0.0403
O  -16.6181  5.1687  31.3223  -0.0277  0.0018  -0.1332
O  -7.009  -12.4384  17.0583  0.0391  0.0336  0.0635
O  7.8508  20.3566  30.1194  -0.004  -0.0031  -0.0456
O  14.8059  17.6867  32.7639  0.0217  -0.0021  -0.0399
O  14.4263  30.3401  27.7646  -0.0175  0.0022  -0.0982
O  -21.0651  -19.0512  24.3949  -0.0145  0.0109  0.0338
O  6.0632  -13.075  19.0994  -0.0224  0.0013  0.0386
O  8.9456  -2.7136  17.5657  0.0472  -0.0007  0.0762
O  -0.7899  6.5411  22.3777  0.0283  -0.0113  0.0451
O  22.5352  -4.4874  24.478  0.004  0.0146  0.0319
O  -11.9482  8.9549  27.6507  -0.0329  0.0216  -0.0624
O  -12.5822  23.9327  29.3057  0.0065  -0.0048  -0.0519
O  -3.001  -25.335  31.5747  -0.0305  0.0154  -0.1475
O  -20.1435  -2.4776  25.9951  0.0083  0.0145  -0.009
O  -33.9499  4.0987  16.8585  0.0583  -0.0134  0.0337
O  4.3391  -3.6971  29.7943  -0.0042  0.0349  -0.0548
O  5.3521  0.2071  18.3719  0.0137  -0.0067  0.0313
O  0.7915  24.5586  19.4328  -0.0107  -0.0222  0.0469
O  -3.0131  29.4944  22.0391  -0.0108  -0.0097  0.0348
O  -0.9889  -13.6245  25.2327  0.0323  0.0013  -0.0171
O  14.0648  -12.1679  30.2329  0.0272  -0.0037  -0.0588
O  -16.1458  17.8148  21.0023  0.0292  -0.0292  0.0635
O  14.9397  -9.5931  32.4818  0.0185  -0.0092  -0.0595
O  -5.1611  -14.2424  23.5745  -0.0301  -0.0049  0.0255
O  -24.696  -0.3236  18.6232  -0.034  -0.014  0.0174
O  6.8035  6.8122  16.7792  -0.0434  0.0121  0.0459
O  13.2302  -5.9663  18.7081  -0.0032  -0.0071  0.0596
O  10.2698  11.3505  17.6231  -0.0294  -0.0184  0.0527
O  22.3255  0.1806  20.1901  0.0194  -0.0352  0.0149
O  18.9643  2.0395  17.5075  0.0326  0.0085  0.0696
O  0.8205  -0.3836  31.4386  0.0482  -0.0389  -0.1107
O  11.7743  -6.3159  22.5527  -0.0018  0.0272  0.0337
O  -1.2506  -6.1505  28.9965  -0.0041  0.0213  -0.0461
O  -21.5071  -15.183  27.902  0.0055  -0.0357  -0.0346
O  9.8818  1.339  32.3589  -0.0494  0.0338  -0.033
O  -25.7044  3.349  28.5326  -0.0135  0.0349  -0.0516
O  -17.5534  -31.2987  24.8461  0.0005  0.0137  0.0193
O  8.6884  -0.4774  25.6619  0.0107  0.0025  -0.0151
O  6.711  -27.3641  22.6191  -0.0067  -0.0005  0.0419

Results
free energy: -57351.996 eV
free energy less fixed offsets of O -463.61, Si -117.95 eV per atom: -41.316 eV
pressure: -0.12 GPa
stress xx, yy, zz, yz, xz, xy (GPa, positive in tension): -0.52, 0.85, 0.01, 1.15, -0.44, 0.55
